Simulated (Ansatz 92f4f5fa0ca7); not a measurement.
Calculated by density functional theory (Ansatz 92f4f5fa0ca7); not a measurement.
Periodic cell of 215 atoms, Si133O82, from a study of silicon, its oxide and their interface. The atomic structure is a simulated model.
Doubt: the cutoff is far below the 930 eV that the study's wrapper takes by default for these files, so forces and energies are approximate.

Settings: functional PBE; potential files Ansatz PAW; basis plane waves; wave-function cutoff 580 eV; density cutoff ratio 5; exchange-correlation grid ratio 1; k mesh 1 x 1 x 1, Gamma-centred; self-consistency stop 5e-08 eV per atom in the density residual; occupations fixed; spin none; net charge 0.

Cell vectors (angstrom)
a	10.938	0	0
b	0	10.938	0
c	0	0	31.544

Atoms: element, x, y, z (angstrom)
Si	0.3089	-0.594	24.2068
Si	4.8196	0.4287	24.1365
Si	3.1716	2.337	24.2384
Si	7.5234	3.3588	24.1386
Si	-0.3793	5.8249	23.8942
Si	5.6681	5.0078	24.3215
Si	2.2594	8.8369	24.1191
Si	8.8312	7.6241	24.1874
Si	1.2895	1.3277	25.269
Si	6.7619	1.3618	25.237
Si	4.1147	3.9498	25.6778
Si	9.4788	4.1596	25.2633
Si	1.3892	6.8376	25.1908
Si	6.8386	6.8332	25.273
Si	3.9684	9.6699	25.5232
Si	9.6238	9.3889	25.5806
Si	2.6248	0.0949	26.8345
Si	8.1868	-0.0113	26.6901
Si	-0.0538	2.757	26.6508
Si	5.5601	2.6207	26.8747
Si	2.7016	5.4868	26.7231
Si	8.1807	5.5094	26.7473
Si	0.1172	8.0851	26.8289
Si	5.4614	8.2266	26.7005
Si	4.1018	1.3673	28.1257
Si	9.5708	1.3673	28.1257
Si	1.3673	4.1018	28.1257
Si	6.8362	4.1018	28.1257
Si	4.1018	6.8362	28.1257
Si	9.5708	6.8362	28.1257
Si	1.3673	9.5708	28.1257
Si	6.8362	9.5708	28.1257
Si	0	0	29.493
Si	5.469	0	29.493
Si	2.7345	2.7345	29.493
Si	8.2035	2.7345	29.493
Si	0	5.469	29.493
Si	5.469	5.469	29.493
Si	2.7345	8.2035	29.493
Si	8.2035	8.2035	29.493
Si	1.3673	1.3673	30.8602
Si	6.8362	1.3673	30.8602
Si	4.1018	4.1018	30.8602
Si	9.5708	4.1018	30.8602
Si	1.3673	6.8362	30.8602
Si	6.8362	6.8362	30.8602
Si	4.1018	9.5708	30.8602
Si	9.5708	9.5708	30.8602
Si	2.7345	0	0.6835
Si	8.2035	0	0.6835
Si	0	2.7345	0.6835
Si	5.469	2.7345	0.6835
Si	2.7345	5.469	0.6835
Si	8.2035	5.469	0.6835
Si	0	8.2035	0.6835
Si	5.469	8.2035	0.6835
Si	4.1018	1.3673	2.0507
Si	9.5708	1.3673	2.0507
Si	1.3673	4.1018	2.0507
Si	6.8362	4.1018	2.0507
Si	4.1018	6.8362	2.0507
Si	9.5708	6.8362	2.0507
Si	1.3673	9.5708	2.0507
Si	6.8362	9.5708	2.0507
Si	0	0	3.418
Si	5.469	0	3.418
Si	2.7345	2.7345	3.418
Si	8.2035	2.7345	3.418
Si	0	5.469	3.418
Si	5.469	5.469	3.418
Si	2.7345	8.2035	3.418
Si	8.2035	8.2035	3.418
Si	1.3708	1.3624	4.774
Si	6.8454	1.3785	4.8815
Si	4.147	4.0792	4.7117
Si	9.591	4.0552	4.8523
Si	1.413	6.7997	4.7427
Si	6.7749	6.8762	4.7717
Si	4.1296	9.5534	4.9157
Si	9.5044	9.6689	4.6279
Si	2.7002	0.0271	6.2171
Si	8.2935	-0.0109	6.226
Si	0.0961	2.711	6.2756
Si	5.4682	2.825	6.2244
Si	2.7794	5.3949	6.0762
Si	8.1341	5.4757	6.0738
Si	-0.0169	8.2982	5.7895
Si	5.4933	8.1507	6.3994
Si	3.6698	1.8464	7.3892
Si	10.1964	0.8453	7.4692
Si	1.9452	3.68	7.485
Si	6.332	4.7472	7.4175
Si	4.3973	6.2614	7.5376
Si	9.2826	7.2471	7.0352
Si	0.8306	9.9093	7.2574
Si	7.5739	8.9623	7.3524
O	6.9383	4.8117	8.9799
O	7.7946	9.2623	8.9754
O	10.1318	6.8717	8.437
O	0.9465	9.0635	8.7045
O	4.2981	1.2558	8.8265
O	1.7631	4.3561	9.0166
O	10.1123	1.2553	9.094
O	3.7086	6.2078	9.0999
O	8.726	8.3002	22.6822
O	7.7317	3.2048	22.4837
O	4.7607	5.3194	22.907
O	5.1219	3.0794	21.6534
O	10.4488	10.484	22.7322
O	0.1314	5.4215	22.3151
O	2.8597	8.8753	22.5479
O	4.9847	-0.344	22.6536
Si	14.3461	2.0182	12.8402
Si	0.3112	2.9136	16.9369
Si	2.9348	5.0661	13.0265
Si	-3.0666	4.6601	14.6198
Si	6.6837	14.1097	21.22
Si	-2.3126	4.193	17.399
Si	7.2142	19.6624	12.9745
Si	12.0513	6.518	18.2568
Si	3.728	-5.6979	19.2391
Si	13.2885	5.6314	9.8883
Si	1.2408	6.6782	15.076
Si	11.9583	11.1383	12.7633
Si	5.607	7.673	19.7702
Si	6.4753	15.3299	10.4841
Si	7.8344	0.4957	20.253
Si	2.139	9.5505	14.8147
Si	10.9833	9.3307	19.268
Si	6.402	-1.1069	17.86
Si	5.7327	6.0363	12.9577
Si	8.579	9.2251	10.399
Si	9.8343	13.3693	19.3882
Si	2.597	0.1037	19.2715
Si	-1.8344	9.4894	16.818
Si	4.0788	-1.3385	21.7103
Si	3.9619	4.152	22.0445
Si	10.0675	0.8948	10.6846
Si	-1.5387	7.472	14.7205
Si	0.136	7.8071	9.4025
Si	7.8009	5.7624	19.8007
Si	-0.412	5.0918	20.7824
Si	6.1129	11.6405	12.6273
Si	9.3779	9.5581	21.8883
Si	14.9117	0.1097	16.6375
Si	14.0608	2.6917	17.809
Si	-0.2534	0.3936	15.2528
Si	8.4191	-8.1316	12.364
Si	4.705	1.767	10.304
O	8.8665	-0.1894	10.9071
O	4.7694	12.2115	13.388
O	12.9328	1.3904	13.3239
O	14.1671	4.8037	20.7426
O	7.1636	7.2499	20.0056
O	4.0837	3.8962	18.3636
O	3.5099	-0.3973	20.5146
O	6.4327	4.8803	13.8858
O	10.9854	2.0745	18.3105
O	9.3585	11.9792	20.0455
O	1.2621	6.8381	10.0439
O	3.7862	12.6804	16.6504
O	-11.6655	8.9267	20.6385
O	5.7726	11.668	11.0059
O	-0.584	3.4688	20.5443
O	8.5501	13.9329	18.5121
O	-2.3306	-2.3597	13.8189
O	8.5435	6.1115	14.8714
O	7.6555	3.9856	16.1021
O	6.8599	1.7538	20.4767
O	-0.7609	4.1494	16.8366
O	14.4546	10.3094	15.2586
O	8.8214	3.7242	13.6607
O	13.608	-4.7796	18.4548
O	-1.2178	8.1475	16.1624
O	2.7331	1.7331	19.0948
O	-3.3992	8.5086	11.4032
O	-1.1014	-1.1534	18.2214
O	5.2798	3.2978	10.2872
O	2.2611	7.9628	15.1294
O	1.8443	14.3727	17.0875
O	15.0921	6.1017	13.2681
O	11.7961	-2.8672	18.6502
O	5.9856	5.6725	11.3754
O	-3.7714	10.6689	19.0064
O	10.8748	7.0946	14.1654
O	-5.9507	6.2317	19.3765
O	12.7894	5.4408	14.1918
O	7.7486	14.672	11.2182
O	0.1165	1.9171	15.6753
O	4.9847	8.3847	21.0948
O	2.5419	5.1445	11.4363
O	3.4501	14.4933	13.3318
O	8.0362	-11.461	21.5001
O	5.5527	10.7932	16.88
O	9.0802	5.8142	20.7857
O	11.5243	11.242	11.1943
O	-4.4616	10.1595	13.1951
O	-1.6532	10.8447	15.9155
O	2.8505	3.2634	22.8613
O	-4.0532	-6.445	20.2919
O	6.2363	7.511	13.3943
O	1.0763	-0.3833	19.5514
O	14.2961	12.7805	11.2144
O	18.4702	20.0715	16.9434
O	-0.3689	11.2682	13.6285
O	5.4492	8.6905	18.5126
O	11.8684	-0.6672	15.6823
O	-0.9215	8.4432	10.4728
O	11.2922	5.6074	19.413
O	3.1079	-0.5466	17.8626
O	1.8063	9.7581	13.2051
O	0.8674	6.2938	16.6376
O	9.7319	2.1878	11.6206
O	7.3831	1.6767	12.9171
O	8.2281	16.4965	18.2175

Results
free energy: -131182.721 eV
free energy less fixed offsets of O -568.88, Si -635.61 eV per atom: 1.569 eV

Forces (eV/angstrom), in the order of the atoms: element, x, y, z
Si	0.0203	0.0137	-0.1323
Si	0.0237	0.0635	0.0225
Si	0.01	-0.0689	-0.0562
Si	-0.1436	-0.0317	-0.0413
Si	-0.0541	0.028	0.108
Si	0.0709	0.046	-0.1736
Si	-0.0468	-0.0184	0.0288
Si	0.0808	-0.0333	-0.1479
Si	-0.0756	0.0476	0.0594
Si	0.0482	-0.0334	0.0231
Si	-0.0453	-0.0002	0.0314
Si	0.0881	0.0592	0.0002
Si	-0.0276	-0.0117	-0.0279
Si	-0.1401	0.0458	0.0767
Si	0.0053	0.0056	0.0101
Si	-0.0733	0.0263	0.0329
Si	0.0398	-0.018	-0.0671
Si	-0.0193	0.0266	-0.021
Si	-0.0017	-0.0172	-0.0101
Si	0.0474	0.0115	-0.1052
Si	0.0165	0.0245	-0.0119
Si	0.0119	-0.0608	-0.0026
Si	0.0069	-0.0029	-0.0135
Si	0.0305	-0.03	-0.0285
Si	-0.1684	-0.1875	0.7908
Si	-0.1433	0.0684	-0.6296
Si	-0.407	0.0518	-0.521
Si	0.4399	0.0354	0.3047
Si	-0.0258	0.0888	-0.4509
Si	0.1119	-0.281	0.3261
Si	0.0123	-0.0985	0.5951
Si	-0.1077	0.1089	-0.3659
Si	-0.0627	-0.2102	-0.0025
Si	-0.2336	-0.1285	0.075
Si	0.1729	0.0063	-0.013
Si	0.0535	0.1605	0.0616
Si	-0.2525	-0.136	0.0724
Si	-0.0271	-0.0861	-0.0364
Si	0.1083	0.2385	0.0641
Si	0.1277	0.0311	-0.0474
Si	-0.0394	0.0384	-0.0084
Si	0.0136	0.0029	-0.0578
Si	-0.0799	0.0466	0.0206
Si	0.1464	-0.0349	0.0152
Si	0.0007	-0.0503	-0.0695
Si	0.0028	0.0401	-0.0095
Si	0.0811	-0.1083	0.0139
Si	-0.0842	0.0834	0.0225
Si	0.0786	-0.0817	-0.0265
Si	-0.0251	-0.0012	0.0367
Si	-0.1112	0.0466	0.0104
Si	0.0403	-0.0577	0.0106
Si	0.0018	0.0614	0.0454
Si	0.0235	-0.0853	-0.0219
Si	0.0274	0.0012	0.012
Si	-0.087	0.0731	0.0086
Si	-0.1177	0.0239	0.0065
Si	0.154	0.021	-0.0943
Si	-0.015	-0.0746	-0.043
Si	0.0263	0.1595	0.0317
Si	0.0918	0.0102	-0.07
Si	-0.0788	-0.0242	0.043
Si	-0.005	0.1181	0.0363
Si	0.0244	-0.1246	-0.0774
Si	0.202	0.614	-0.8262
Si	0.05	-0.0955	0.7854
Si	0.0466	-0.1868	-0.2967
Si	0.1107	-0.2074	0.4623
Si	-0.1195	-0.3542	0.2207
Si	0.0367	0.2145	-0.5203
Si	0.5656	0.1196	0.2842
Si	-0.5932	0.0949	-0.5059
Si	0.025	0.0694	0.013
Si	0.009	0.0009	0.0307
Si	-0.0194	-0.0081	0.0732
Si	0.0166	0.008	0.0014
Si	-0.0086	0.0077	0.0157
Si	0.0012	0.0519	0.0198
Si	0.0248	0.023	-0.0123
Si	-0.1094	0.0089	0.108
Si	0.0303	-0.0764	-0.0394
Si	-0.0263	0.0347	-0.0303
Si	-0.0109	-0.0029	-0.0022
Si	0.0573	-0.038	-0.07
Si	0.0285	-0.0329	0.0294
Si	0.0635	-0.0525	-0.0313
Si	0.0472	-0.0478	0.0361
Si	-0.0529	-0.042	0.0095
Si	-0.0545	0.0067	0.047
Si	-0.0225	-0.0571	-0.0139
Si	0.0486	-0.0143	-0.0163
Si	-0.0373	0.0689	0.1555
Si	0.0683	0.0339	-0.0121
Si	-0.043	0.0025	0.2256
Si	0.0399	0.0454	0.148
Si	0.0928	-0.0179	0.0188
O	-0.0962	-0.0499	0.0016
O	0.0818	-0.0121	0.0566
O	-0.0604	0.0923	-0.169
O	-0.0809	-0.0162	-0.0706
O	0.0024	0.0426	0.0346
O	-0.0047	-0.0094	-0.0013
O	0.0106	-0.0014	0.0207
O	-0.0448	-0.0241	0.0438
O	0.0434	-0.0285	0.1223
O	-0.0572	0.0229	-0.0339
O	0.0394	-0.0673	0.1315
O	-0.0153	-0.0042	0.0039
O	0.026	-0.0246	0.1003
O	0.0241	-0.0184	-0.1052
O	0.0158	0.0288	-0.01
O	-0.0124	-0.0142	-0.0167
Si	-0.0011	-0.0026	0.0627
Si	0.0041	-0.0248	-0.0024
Si	0.0144	-0.0012	0.019
Si	-0.0194	-0.0197	0.0032
Si	0.0358	-0.0016	0.1143
Si	-0.0215	0.0106	0.0009
Si	-0.0102	-0.0012	0.0036
Si	0.0151	0.0159	0.0322
Si	0.0214	0.007	-0.0192
Si	0.0122	0.0445	-0.1055
Si	0.013	0.0028	0.0148
Si	0.0001	0.0181	-0.0032
Si	0.0098	-0.0058	-0.0126
Si	-0.0288	-0.0155	-0.1315
Si	0.0089	0.0092	-0.0051
Si	-0.0052	0.0104	0.0044
Si	0.0008	0.0023	-0.0118
Si	0.0021	0.0008	-0.0093
Si	0.003	0.0089	0.0406
Si	-0.0543	-0.031	-0.1027
Si	0.0055	-0.0108	0.0059
Si	-0.0118	-0.0101	-0.0288
Si	-0.0022	0.0127	0.0106
Si	-0.0296	-0.0079	0.0816
Si	0.0289	-0.0045	0.0367
Si	-0.0152	-0.0197	-0.0364
Si	-0.0212	0.0135	0.0078
Si	0.0692	-0.0168	-0.0181
Si	0.0057	0.0008	0.0036
Si	-0.0086	-0.0056	0.0072
Si	0.0043	-0.0071	0.047
Si	0.0051	-0.0424	0.0681
Si	0.0042	-0.0038	0.0022
Si	0.0096	0.0119	-0.0128
Si	-0.0025	0.0094	-0.0027
Si	-0.0029	0.0007	0.02
Si	0.0213	0.0749	-0.0246
O	-0.0024	-0.009	-0.0162
O	-0.0011	0.0029	-0.021
O	-0.0036	-0.0001	-0.0188
O	-0.0053	0.0078	-0.0116
O	-0.0033	-0.0068	0.0191
O	-0.012	-0.0099	0.0127
O	-0.0025	0.0146	-0.0135
O	0.0232	0.0018	0.0116
O	0.0064	0.0113	0.0057
O	0.0113	0.0092	0.0132
O	-0.1165	0.0745	-0.0361
O	0.0012	-0.0025	0.0055
O	0.0158	0.0071	-0.025
O	0.0041	0.0065	-0.0025
O	-0.0064	0.014	0.0068
O	0.0002	0.0115	0.0015
O	0.0095	-0.0091	-0.0083
O	0.0054	-0.0011	-0.0061
O	0.0023	0.0034	-0.0058
O	-0.0044	0.0326	0.0361
O	0.0086	0.009	0.0092
O	-0.0012	-0.001	-0.0009
O	-0.0106	0.0194	0.0043
O	-0.0318	0.0053	0.0118
O	0.0096	-0.0122	0.0083
O	0.0029	0.0026	0.0179
O	0.0199	0.0091	-0.0273
O	-0.0084	-0.006	0.0081
O	0.0412	-0.0291	0.0035
O	-0.0028	-0.0072	-0.0018
O	-0.0097	-0.0085	0.0091
O	0.0039	-0.0035	-0.0189
O	0.0033	-0.0334	0.0102
O	-0.0004	-0.0247	-0.0175
O	-0.0097	-0.0065	-0.0009
O	-0.0033	0.0028	-0.0084
O	-0.0104	-0.0142	0.0204
O	-0.0104	0.0119	0.0021
O	-0.004	-0.0045	-0.0125
O	0.0023	0.0049	0.0061
O	0.017	-0.011	-0.0175
O	0.0094	-0.0174	0.0407
O	-0.0031	-0.0009	-0.0144
O	-0.0145	0.0223	-0.0288
O	-0.0033	0.0056	0.0049
O	-0.0079	-0.0178	-0.0163
O	0.0152	-0.0009	0.0279
O	-0.0033	0.006	-0.0174
O	0.0097	-0.0017	0.0049
O	0.0199	-0.013	0.0345
O	0.0189	0.0025	-0.0036
O	-0.0016	-0.0024	-0.0149
O	-0.0041	-0.0027	0.0167
O	0.0148	0.013	-0.0363
O	0.0099	-0.0033	0.0018
O	0.0064	-0.0108	0.0006
O	0.0033	0.0157	0.0102
O	0.0043	-0.0009	0.0007
O	0.0284	-0.0192	-0.0418
O	0.0218	0.0293	-0.0148
O	0.0126	0.0026	0.0153
O	-0.0021	-0.0027	-0.0062
O	-0.0035	0.0037	-0.0054
O	-0.0095	0.0208	0.0031
O	-0.0009	0.0036	-0.019
O	0.0088	-0.0146	0

The program warned: the cutoff lies below the one the program advises for these potential files; the forces do not sum to zero within the program's tolerance; the exchange-correlation potential is rough where the density is thin.
